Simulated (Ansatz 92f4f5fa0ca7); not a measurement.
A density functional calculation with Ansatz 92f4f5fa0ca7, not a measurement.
Periodic cell of 216 atoms, Si132O76H8, from a study of silicon, its oxide and their interface. The atomic structure is a simulated model.
Doubt: the cutoff is low for norm-conserving oxygen, so forces and energies are approximate.

Settings
functional: HSE06
potential files: SPMS norm-conserving
basis: plane waves
wave-function cutoff: 800 eV
density cutoff ratio: 4
exchange-correlation grid ratio: 1
k mesh: 1 x 1 x 1, Gamma-centred
occupations: fixed
spin: none
net charge: 0

Cell vectors (angstrom)
a 10.938 0 0
b 0 10.938 0
c 0 0 31.5529

Atoms: element, x, y, z (angstrom)
Si 10.3826 0.4618 24.2409
Si 6.0664 10.53 24.2187
Si 2.1716 3.1598 24.2785
Si 8.7274 2.2182 24.2689
Si 0.5244 4.9271 24.2304
Si 4.7287 5.6669 23.9628
Si 3.3513 7.717 24.1003
Si 7.6313 8.6615 24.1242
Si 1.2585 1.3548 25.4543
Si 6.9362 1.3268 25.5172
Si 3.9724 4.0779 25.4853
Si 9.6536 4.035 25.4476
Si 1.4609 6.8179 25.3123
Si 6.6919 6.7426 25.1894
Si 4.2136 9.523 25.373
Si 9.4591 9.5518 25.3876
Si 2.7508 -0.0312 26.7066
Si 8.2317 -0.0387 26.875
Si 0.0059 2.7193 26.8775
Si 5.4715 2.7277 26.7511
Si 2.7148 5.5061 26.8358
Si 8.179 5.4696 26.6621
Si 0.0112 8.1882 26.6801
Si 5.5037 8.1407 26.7701
Si 4.1018 1.3673 28.1347
Si 9.5708 1.3673 28.1347
Si 1.3673 4.1018 28.1347
Si 6.8362 4.1018 28.1347
Si 4.1018 6.8362 28.1347
Si 9.5708 6.8362 28.1347
Si 1.3673 9.5708 28.1347
Si 6.8362 9.5708 28.1347
Si 0 0 29.5019
Si 5.469 0 29.5019
Si 2.7345 2.7345 29.5019
Si 8.2035 2.7345 29.5019
Si 0 5.469 29.5019
Si 5.469 5.469 29.5019
Si 2.7345 8.2035 29.5019
Si 8.2035 8.2035 29.5019
Si 1.3673 1.3673 30.8692
Si 6.8362 1.3673 30.8692
Si 4.1018 4.1018 30.8692
Si 9.5708 4.1018 30.8692
Si 1.3673 6.8362 30.8692
Si 6.8362 6.8362 30.8692
Si 4.1018 9.5708 30.8692
Si 9.5708 9.5708 30.8692
Si 2.7345 0 0.6835
Si 8.2035 0 0.6835
Si 0 2.7345 0.6835
Si 5.469 2.7345 0.6835
Si 2.7345 5.469 0.6835
Si 8.2035 5.469 0.6835
Si 0 8.2035 0.6835
Si 5.469 8.2035 0.6835
Si 4.1018 1.3673 2.0507
Si 9.5708 1.3673 2.0507
Si 1.3673 4.1018 2.0507
Si 6.8362 4.1018 2.0507
Si 4.1018 6.8362 2.0507
Si 9.5708 6.8362 2.0507
Si 1.3673 9.5708 2.0507
Si 6.8362 9.5708 2.0507
Si 0 0 3.418
Si 5.469 0 3.418
Si 2.7345 2.7345 3.418
Si 8.2035 2.7345 3.418
Si 0 5.469 3.418
Si 5.469 5.469 3.418
Si 2.7345 8.2035 3.418
Si 8.2035 8.2035 3.418
Si 1.3494 1.3778 4.8485
Si 6.8158 1.3603 4.728
Si 4.1096 4.1192 4.8263
Si 9.5926 4.11 4.7196
Si 1.3534 6.8427 4.6847
Si 6.842 6.8615 4.8676
Si 4.0793 9.6207 4.709
Si 9.5425 9.5802 4.8768
Si 2.7839 0.006 6.1736
Si 8.0855 0.0641 6.2192
Si -0.0272 2.8164 6.1799
Si 5.5184 2.7126 6.1456
Si 2.6917 5.5565 6.0928
Si 8.3186 5.4399 6.1633
Si 0.0644 8.1364 6.1405
Si 5.3956 8.3412 6.1364
Si 4.3958 1.1443 7.5181
Si 9.0593 1.9017 7.3467
Si 1.0717 4.5237 7.4456
Si 7.3629 3.6216 7.3227
Si 3.5919 7.3774 7.2995
Si 10.1422 6.3347 7.4309
Si 1.88 9.0807 7.3181
Si 6.2142 10.1357 7.4841
H 1.5188 9.4118 8.7292
H 3.935 6.9981 8.7005
H 7.0003 3.9674 8.7283
H 9.3968 1.5717 8.7642
O 3.6884 1.9501 8.8254
O 6.6388 9.404 8.8933
O 9.5541 6.9319 8.8455
O 1.8777 3.968 8.802
H 8.3428 2.5622 22.8678
H 10.7593 0.1562 22.8271
H 0.1471 5.203 22.8158
H 2.5599 2.7963 22.8838
O 3.3525 8.4052 22.5952
O 4.5081 4.8759 22.4746
O 6.02 0.2637 22.7132
O 7.9088 8.4247 22.5203
Si 9.5053 -0.127 17.0058
Si 4.7233 3.9667 21.1155
Si 5.5071 -0.0329 17.1567
Si 10.6768 2.2824 15.5011
Si 9.1908 2.3666 12.6812
Si 1.3922 7.8519 11.8116
Si 8.6855 9.6743 14.4072
Si 8.9372 4.3981 16.8573
Si 8.8867 6.4592 14.595
Si 1.7657 6.0176 16.4467
Si 6.8274 0.2567 12.6379
Si 2.4989 2.6513 19.0904
Si 7.7309 10.7441 19.3008
Si 5.1237 2.4799 13.8635
Si 0.2121 4.5554 18.7957
Si 0.5865 10.472 13.4208
Si 3.0347 8.117 21.0416
Si 4.9755 4.6677 11.5838
Si 3.5328 -0.125 19.5485
Si 4.9027 6.0743 16.8455
Si 5.8694 1.0544 21.3277
Si 8.1981 8.0889 20.9802
Si 7.9458 5.2241 12.1368
Si 2.7957 2.1185 16.0032
Si 9.4938 7.3293 10.3998
Si 6.8212 9.0918 10.4572
Si 2.2934 10.0575 15.9574
Si 4.7729 8.6009 15.0921
Si 0.5447 8.5388 17.5023
Si 5.6113 6.5233 19.8291
Si 6.201 3.1224 16.3772
Si 0.2099 7.0886 20.3133
Si 0.9665 2.4131 12.0876
Si 0.8322 5.323 13.6291
Si 2.9603 3.1361 9.6961
Si 4.451 7.6897 12.0223
O 10.2776 5.8294 14.0378
O 4.8105 3.5008 12.6776
O 4.2636 7.2321 20.4278
O 9.0095 6.0144 11.2118
O 3.8633 2.5876 14.8831
O 6.5715 10.5129 11.2031
O 1.3358 2.447 15.4146
O 0.388 7.8646 18.925
O 6.997 7.1512 20.4001
O 9.9154 10.2616 13.5178
O 7.6425 3.4514 17.0202
O 1.0728 10.2633 14.9401
O 0.0949 7.742 10.8041
O 7.9978 1.3377 12.4386
O 1.167 0.9586 12.8502
O 0.9607 3.1722 19.1838
O 5.706 1.6115 16.8927
O 1.0677 5.1196 17.5669
O 3.0441 0.5286 16.0324
O 4.2156 10.6106 18.1019
O 5.5439 2.6292 21.5298
O 4.7825 8.4275 13.4585
O 5.3241 4.5016 16.6141
O 8.9623 0.3895 18.4353
O 1.7193 9.6427 17.4103
O 4.4393 6.0734 12.1688
O 3.2167 8.8559 15.4344
O 1.1497 9.2443 12.5697
O 9.5896 4.5443 18.3324
O 2.9839 2.7401 17.5075
O 10.4631 1.0748 16.538
O 6.6797 10.3787 18.1342
O 4.6542 0.3424 20.584
O 6.3817 2.9598 14.7697
O 10.0771 3.67 16.0014
O 2.8972 9.4594 20.1515
O 8.5969 5.7848 16.0622
O 4.1142 4.1438 10.2994
O 8.3304 8.4647 10.663
O 7.1794 0.88 20.3787
O 7.3325 9.9779 13.5795
O 8.8879 8.0836 14.6886
O 3.4538 3.4768 20.1593
O 9.9059 2.0454 14.1043
O 1.3859 6.4524 12.6217
O 8.5822 3.8348 12.6077
O 5.6446 8.0989 10.9921
O 7.7319 6.0752 13.5087
O 10.1428 9.3441 17.1955
O 8.2012 9.4273 20.0869
O 0.2518 5.4978 20.0936
O 0.8983 7.3953 16.41
O 0.9706 3.8316 12.9544
O 8.4851 10.5297 15.7779
O 2.0974 2.5066 10.9373
O 9.7052 7.4609 20.9422
O 5.6095 4.9442 20.1839
O 2.9725 8.026 11.3794
O 10.367 2.2732 11.5608
O 1.731 5.3513 14.9792
O 3.2903 6.1698 16.9378
O 5.3061 7.1783 15.7003
O 5.476 9.9139 15.8318
O 5.5716 6.6216 18.2153
O 6.5685 4.9189 11.3286
O 5.5093 1.024 13.2294
O 2.4578 1.0798 19.4752
O 1.5612 7.4313 21.1311

Results
free energy: -49127.786 eV
free energy less fixed offsets of H -15.86, O -447.96, Si -113.29 eV per atom: -1.666 eV
gap between the highest filled and lowest empty level on this k mesh: 1.495 eV

The program warned: the cutoff lies below the one the program advises for these potential files; the forces do not sum to zero within the program's tolerance; the exchange-correlation potential is rough where the density is thin.
